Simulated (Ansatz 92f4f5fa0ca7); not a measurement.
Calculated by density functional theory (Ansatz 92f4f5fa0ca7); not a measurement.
Periodic cell of 189 atoms, Si117O72, from a study of silicon, its oxide and their interface. The atomic structure is a simulated model.

Settings
functional: r2SCAN
potential files: Ansatz norm-conserving
basis: plane waves
wave-function cutoff: 1300 eV
density cutoff ratio: 4
exchange-correlation grid ratio: 1
k mesh: 2 x 2 x 1, shifted by 0.5 0.5 0.5 of a step
self-consistency stop: 5e-08 eV per atom in the density residual
occupations: Fermi-Dirac, 0.05 eV
spin: none
net charge: 0

Cell vectors (angstrom)
a, 11.5403, 0, 0
b, 0, 11.5403, 0
c, -1.6283, -6.655, 24.7207

Atoms and the computed forces on them: element, x, y, z (angstrom), force x, y, z (eV/angstrom)
Si, 11.3157, 10.8134, -0.5727, -0.0535, 0.3324, -0.4062
Si, 11.4864, 2.2812, 0.2367, 0.0179, 0.1209, -0.7413
Si, 11.3459, 5.2708, -0.3803, 0.139, -0.5541, -0.7218
Si, 3.5489, 10.7642, -0.3165, -0.0339, 0.1775, -0.3565
Si, 3.7103, 2.3184, 0.283, -0.1104, 0.0639, -1.0091
Si, 3.735, 5.3615, -0.0495, 0.0747, -0.3841, -0.6033
Si, 7.6684, 10.3698, -0.1313, 0.0828, 0.1748, -0.4798
Si, 7.7686, 1.9327, -0.2431, 0.13, -0.3856, -0.563
Si, 7.3479, 5.799, -0.7564, 0.0538, 0.451, -0.0513
Si, 1.6553, 10.0695, 0.8844, 0.0211, 0.0982, -0.1848
Si, 1.8231, 2.2832, 1.5512, -0.1884, 0.1273, -0.083
Si, 1.7046, 5.9143, 0.997, -0.1074, -0.0802, -0.2709
Si, 5.5741, 9.992, 0.957, -0.0555, 0.1325, -0.2146
Si, 5.815, 2.2213, 1.209, 0.2015, -0.0014, -0.4182
Si, 5.7018, 5.8039, 1.0733, 0.0693, -0.146, -0.1939
Si, 9.6104, 10.0623, 1.0857, -0.0691, 0.1464, -0.3782
Si, 9.4686, 2.2209, 1.3431, 0.0018, -0.0799, -0.3267
Si, 9.36, 5.9326, 0.7726, 0.0397, -0.0925, -0.2148
Si, 1.7612, 0.2411, 2.5782, -0.0503, -0.1777, 0.186
Si, 1.7494, 4.2626, 2.6601, -0.0402, 0.0661, 0.184
Si, 1.7398, 7.9858, 2.2018, 0.0363, 0.0494, -0.076
Si, 5.6861, 0.2726, 2.5109, 0.1195, -0.2108, 0.0635
Si, 5.7379, 4.0761, 2.5911, -0.0454, 0.0749, 0.1582
Si, 5.6159, 7.917, 2.2562, 0.1318, 0.1624, -0.1878
Si, 9.5107, 0.2936, 2.6191, 0.0293, -0.0303, 0.1798
Si, 9.3911, 4.2249, 2.4618, -0.0445, 0.1642, 0.0816
Si, 9.5259, 7.9328, 2.2162, -0.081, -0.0362, -0.1208
Si, -0.1245, 0.3182, 3.9606, -0.0126, -0.117, -0.0766
Si, 11.3085, 4.1804, 3.8561, 0.0869, 0.138, -0.0313
Si, -0.1321, 7.9351, 3.6859, 0.0471, -0.0077, -0.0373
Si, 3.7366, 0.2903, 3.8713, -0.0452, -0.0927, -0.089
Si, 3.7497, 4.1536, 3.8638, -0.0293, 0.0889, -0.0049
Si, 3.6835, 7.9435, 3.6489, -0.0092, -0.0254, -0.0327
Si, 7.5748, 0.2732, 3.9343, -0.0429, -0.0696, -0.0871
Si, 7.6029, 4.1446, 3.9447, -0.0443, 0.0533, -0.0731
Si, 7.5773, 7.96, 3.6595, -0.0849, 0.0004, -0.0758
Si, 11.4049, 9.8384, 5.125, -0.0737, 0.0687, -0.0501
Si, 11.3987, 2.2904, 5.2413, -0.036, 0.0208, 0.0691
Si, 11.3897, 6.0661, 5.1924, -0.0565, -0.0777, -0.001
Si, 3.7167, 9.8318, 5.0982, 0.1059, -0.0261, -0.0789
Si, 3.7179, 2.2563, 5.2214, -0.0532, 0.0195, 0.0159
Si, 3.7166, 6.0736, 5.1678, 0.0313, -0.0221, 0.0117
Si, 7.5809, 9.8208, 5.1476, 0.0027, 0.0646, -0.0698
Si, 7.5922, 2.2329, 5.2755, 0.0387, 0.0567, 0.0382
Si, 7.5713, 6.0922, 5.1982, 0.0272, -0.0972, -0.0409
Si, 1.794, 9.8608, 6.4648, 0.0127, -0.0135, -0.0679
Si, 1.7921, 2.2987, 6.5837, -0.0158, -0.0045, 0.0483
Si, 1.787, 5.9999, 6.5448, 0.0125, -0.0045, -0.0465
Si, 5.6308, 9.862, 6.4628, -0.0534, -0.0755, -0.0842
Si, 5.6389, 2.2775, 6.5891, -0.005, -0.0392, 0.0019
Si, 5.6331, 6.0213, 6.5471, -0.0256, 0.1441, -0.0006
Si, 9.509, 9.8258, 6.5035, 0.055, -0.0505, -0.0382
Si, 9.5115, 2.2764, 6.6346, 0.0099, -0.0717, 0.0364
Si, 9.4886, 6.0197, 6.5841, 0.0327, 0.1493, 0.0309
Si, 1.8517, 0.2922, 7.7785, -0.0965, 0.1014, 0.0468
Si, 1.7965, 4.1539, 8.091, 0.0016, -0.0189, 0.0781
Si, 1.714, 7.9433, 7.8079, 0.0701, -0.0945, 0.0094
Si, 5.6153, 0.2806, 7.7898, 0.0336, 0.1573, 0.0507
Si, 5.6237, 4.1523, 8.067, 0.0227, -0.0264, 0.0474
Si, 5.6382, 7.9621, 7.8053, 0.0338, -0.0493, 0.0624
Si, 9.5319, 0.2543, 7.7851, 0.0033, 0.1152, 0.027
Si, 9.5141, 4.1624, 8.111, 0.0249, -0.0434, 0.0352
Si, 9.5109, 7.9298, 7.8944, -0.0615, -0.1849, 0.0829
Si, 11.4755, 0.2674, 9.0951, -0.0001, -0.0075, -0.2467
Si, 11.4468, 4.1772, 9.5857, -0.0395, -0.0138, 0.1271
Si, 11.4142, 7.8517, 9.2806, -0.0481, -0.1429, -0.0558
Si, 3.7314, 0.3901, 9.2071, 0.0701, 0.1773, -0.0969
Si, 3.7115, 4.1186, 9.5373, 0.0078, 0.0028, 0.156
Si, 3.6656, 7.9659, 9.0323, -0.0221, -0.0157, -0.3016
Si, 7.5739, 0.2694, 9.0559, 0.0123, -0.0006, -0.3687
Si, 7.5572, 4.14, 9.4835, 0.0094, 0.0306, 0.1221
Si, 7.5484, 7.9168, 9.1573, 0.0218, -0.0834, -0.2755
Si, 11.4122, 9.8777, 10.3597, 0.2098, 0.1956, 0.2465
Si, 11.5308, 1.9995, 10.6565, 0.0225, -0.0726, 0.183
Si, 11.4197, 6.2024, 11.0689, 0.0177, 0.207, 0.148
Si, 3.6873, 9.896, 10.2604, -0.1727, -0.1672, 0.1283
Si, 3.7751, 2.0778, 10.9877, -0.0576, -0.1334, -0.0062
Si, 3.6495, 6.2805, 10.5946, -0.0279, -0.0109, 0.1458
Si, 7.5784, 9.8943, 10.3232, -0.0642, 0.0103, 0.1853
Si, 7.5877, 1.9883, 10.605, -0.0358, 0.0056, 0.1408
Si, 7.5458, 6.2146, 10.7656, -0.1458, 0.0839, 0.1337
Si, 1.8177, 9.903, 11.6193, -0.0748, 0.0192, 0.7829
Si, 1.7632, 1.4104, 12.2055, -0.1311, -0.2839, 0.661
Si, 1.9786, 6.8832, 12.1974, 0.1751, 0.2511, 0.5685
Si, 5.5992, 9.7894, 11.5018, 0.0835, -0.0179, 1.0918
Si, 5.8345, 1.2946, 12.0742, 0.2068, -0.4094, 0.6496
Si, 5.5158, 6.7581, 11.9019, 0.0338, 0.3505, 0.7966
Si, 9.4868, 10.0007, 11.6229, -0.0901, 0.0101, 1.0101
Si, 9.5597, 1.5503, 11.8223, 0.0601, -0.3091, 0.5197
Si, 9.3279, 6.9234, 12.2006, -0.1723, 0.2745, 0.4702
Si, 0.9719, 2.1778, 15.2362, 0.0912, -0.0646, 0.5742
Si, 1.3576, -11.6506, 22.1475, 0.0838, 0.0855, -0.1874
Si, 5.8882, 0.3209, 19.8756, -0.0714, -0.0847, -0.2839
Si, 6.9471, 7.2176, 18.9872, -0.0422, -0.0761, -0.1398
Si, 8.4328, 5.6886, 15.083, -0.0143, 0.0178, 0.4362
Si, 10.9294, -2.2258, 18.4597, 0.1787, -0.1705, -0.0258
Si, 3.3394, 3.7766, 16.4391, 0.0418, 0.0334, 0.3616
Si, 2.9176, -0.4358, 19.6794, 0.2002, -0.1411, -0.4391
Si, 7.4275, 9.79, 15.8611, -0.0316, -0.0429, 0.1997
Si, 7.2449, 0.9986, 14.8044, -0.132, -0.1885, 0.4831
Si, 5.9102, 2.2878, 17.3703, -0.0523, 0.0371, 0.1005
Si, -1.3959, 0.4394, 21.9656, 0.0318, -0.1099, -0.2838
Si, 5.9133, 8.3687, 21.8287, -0.0168, -0.1837, -0.4564
Si, 3.0027, 3.8628, 21.7968, -0.1296, 0.147, -0.6755
Si, 3.9636, 5.9143, 14.3616, 0.0369, -0.056, 0.4125
Si, 8.965, 3.0055, 21.2807, -0.0976, -0.0623, -0.3742
Si, 5.8376, 7.2406, 16.2015, -0.1243, 0.201, 0.2883
Si, 5.3855, 1.8502, 22.503, 0.1993, -0.0948, -0.3723
Si, 12.5384, 0.3638, 17.5947, 0.0575, -0.0607, 0.0368
Si, 8.3143, -0.5366, 18.559, -0.0618, -0.0551, -0.0597
Si, 6.731, 4.2019, 19.3934, -0.0513, 0.0705, -0.2518
Si, 15.1743, 4.7952, 19.2562, -0.0544, 0.1217, -0.3186
Si, 9.282, 7.7327, 16.886, 0.2244, 0.0454, 0.0679
Si, 9.5433, 2.8172, 14.5871, -0.0684, -0.0758, 0.3838
Si, 10.3044, 1.428, 19.2692, 0.0437, 0.2192, -0.4254
Si, 1.2632, -2.6857, 20.699, 0.0042, -0.2994, -0.3294
Si, 3.3137, -4.7454, 21.2355, -0.2988, 0.0261, -0.6096
O, 11.4777, 3.6377, -0.7187, -0.172, 0.3942, 0.7509
O, 11.514, 12.4483, -0.6614, -0.1107, -0.3495, 0.2964
O, 11.8621, -1.0895, 17.7998, -0.0534, 0.145, 0.1499
O, 0.817, -13.1638, 21.8395, 0.1266, 0.3452, -0.024
O, 10.0461, 2.8492, 20.0308, -0.26, -0.2801, 0.3622
O, 3.4616, 12.4204, -0.5251, 0.2992, -0.2938, 0.3604
O, 6.8584, 3.5268, 17.897, -0.2, -0.0765, 0.2247
O, 8.8432, 6.2322, 13.6152, 0.2023, 0.208, -0.2459
O, 3.4161, 10.2215, -1.8948, 0.1882, 0.1522, 0.6062
O, 5.158, 0.6384, 23.56, 0.1379, -0.0329, -0.2185
O, 3.6868, 3.757, -0.6006, 0.0656, 0.2612, 0.7104
O, 8.0462, 9.5223, -1.5103, -0.3395, 0.055, 0.4251
O, 6.0393, 1.2009, 21.1968, -0.2443, 0.0751, 0.1811
O, 4.0735, 2.6963, 22.1011, 0.1041, -0.0376, 0.172
O, -1.0327, 0.2442, 20.382, -0.1021, 0.1025, 0.407
O, 11.0165, 2.8131, 15.2627, -0.0793, -0.1124, -0.3354
O, 1.8761, 8.5226, 12.5553, -0.0298, -0.4229, -0.6402
O, 1.8142, -0.2373, 12.5268, 0.0274, 0.4232, -0.5631
O, 5.5238, 11.214, 12.3602, 0.1871, 0.3824, -0.4874
O, 1.5206, 2.0694, 13.7142, 0.0898, -0.2285, -0.6244
O, 1.8231, -4.0824, 21.3028, 0.2711, 0.1154, 0.1342
O, 8.762, 8.8505, 15.8001, -0.202, -0.0227, 0.1075
O, 5.1626, 5.8615, 13.2586, 0.1049, 0.342, -0.301
O, 3.8644, 4.4696, 15.0811, -0.0361, 0.1218, -0.1077
O, 7.2887, 5.7114, 19.4665, -0.1914, -0.0304, -0.0536
O, 6.4771, 1.707, 13.5557, -0.1553, -0.1355, -0.4711
O, 6.5072, 1.5168, 16.125, 0.1748, -0.0777, -0.2783
O, -2.5971, 1.5318, 22.0015, 0.2487, 0.0337, 0.0188
O, 9.5162, -0.0531, 12.4511, -0.0256, 0.4315, -0.8428
O, 0.0868, -10.7084, 22.5691, -0.1195, -0.1433, -0.0549
O, 9.4247, 8.5793, 12.5349, 0.0244, -0.3864, -0.5775
O, 4.4087, 2.6785, 16.9259, 0.0331, 0.1913, -0.0577
O, 9.6567, 2.7536, 12.9688, -0.043, -0.3785, -0.0823
O, 6.1669, 8.7827, 15.8135, 0.1952, -0.1694, -0.0006
O, 11.6301, 1.5034, 18.3456, -0.1049, -0.2613, 0.0793
O, 7.236, -0.5795, 19.7733, -0.0463, 0.2218, -0.0601
O, 2.4074, -1.9769, 19.7688, -0.2173, 0.1773, 0.3552
O, 3.5645, -5.1782, 19.6799, 0.0356, -0.1389, 0.5524
O, 7.2586, -0.6328, 14.7047, 0.0499, 0.1672, -0.0335
O, 7.5676, 3.4232, 20.5505, 0.221, -0.0195, 0.1822
O, 3.2018, 4.7945, 17.7012, 0.2078, -0.2969, 0.0024
O, 8.2532, 7.7101, 18.1586, -0.0212, -0.0391, -0.1771
O, 2.4909, 0.2585, 18.2617, -0.2648, -0.07, 0.2076
O, 2.5339, 6.2488, 13.6434, -0.0617, 0.1793, -0.4892
O, 5.7623, 7.1454, 17.8452, 0.3179, 0.0333, -0.1197
O, 5.7838, 1.2761, 18.5989, 0.0738, -0.0188, 0.1651
O, 6.575, 7.4752, 23.0111, -0.2433, 0.0232, 0.59
O, 8.7871, 1.4499, 14.9978, -0.076, 0.1873, -0.2306
O, 4.3797, 6.9438, 15.5648, 0.0347, -0.3015, -0.5023
O, 3.5044, -6.1294, 22.0838, 0.0757, -0.1003, 0.0246
O, 1.8896, 3.1617, 16.1359, 0.0003, -0.152, -0.3043
O, 7.4646, -0.9161, 17.2484, 0.1524, -0.1296, -0.1192
O, 14.1667, 3.8861, 20.1915, 0.3317, 0.105, 0.5212
O, 1.0425, 0.7328, 16.0167, -0.0605, 0.3708, -0.1398
O, 7.6052, 0.3689, -0.7038, 0.0555, -0.0813, 0.5841
O, 5.5782, 8.378, 12.4253, 0.0216, -0.3077, -0.848
O, 8.9893, 0.9528, 18.4061, 0.1826, -0.1512, 0.277
O, 2.3523, -11.7853, 23.4051, -0.213, -0.3139, 0.1916
O, 6.6088, 8.1115, 20.3338, -0.2533, 0.0112, 0.4826
O, -1.9336, -0.834, 22.7795, 0.1545, 0.1856, 0.5004
O, 5.1179, 4.2112, 19.6304, -0.0028, 0.0473, -0.0033
O, 6.944, 6.1793, 15.5921, 0.1725, 0.0823, -0.1987
O, 4.5185, -0.5437, 19.8672, 0.003, 0.1946, 0.1468
O, 7.5562, 5.0015, -2.2422, -0.1733, 0.1712, 0.7854
O, 4.3566, 7.9276, 21.7, 0.1373, -0.0295, 0.1003
O, 2.2057, -11.1029, 20.8668, -0.1963, -0.2523, 0.2654
O, 9.4522, 3.9521, 22.4966, 0.0653, -0.1565, 0.7194
O, 8.6399, 4.0812, 15.0742, 0.1242, -0.036, -0.2779
O, 11.5181, -2.9655, 19.7669, 0.2334, 0.3082, 0.0756
O, 10.7637, 8.1393, 17.3617, -0.406, 0.2357, 0.147
O, 9.4565, 6.2852, 16.1954, -0.3614, 0.1216, -0.2443
O, 9.4828, -1.6084, 18.8121, -0.0435, 0.1031, -0.1285

Results
free energy: -47208.346 eV
free energy less fixed offsets of O -463.61, Si -117.95 eV per atom: -28.276 eV
pressure: -1.39 GPa
stress xx, yy, zz, yz, xz, xy (GPa, positive in tension): 0.39, 2.13, 1.65, -0.1, 0.11, -0.63

The program warned: the forces do not sum to zero within the program's tolerance.
